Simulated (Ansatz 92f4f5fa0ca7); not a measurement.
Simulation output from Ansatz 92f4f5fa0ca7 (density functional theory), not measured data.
Periodic cell of 296 atoms, Si152O112H32, with a vacuum gap, from a study of silicon, its oxide and their interface. The atomic structure is a simulated model.

Settings
functional: r2SCAN
potential files: Ansatz PAW
basis: plane waves
wave-function cutoff: 800 eV
density cutoff ratio: 5
exchange-correlation grid ratio: 1
k mesh: 1 x 1 x 1, shifted by 0.5 0.5 0 of a step
self-consistency stop: 1e-11 eV per atom in the density residual
occupations: fixed
spin: none
net charge: 0
applied field: sawtooth along c, amplitude +0.015 V/angstrom in the program's sign convention, ramp centred at 0.9901 of c and 0.0198 of c wide, no dipole correction

Cell vectors (angstrom)
a	10.888	0	0
b	0	10.888	0
c	0	0	50.3969

Atoms: element, x, y, z (angstrom)
Si	0.2176	-0.2157	35.4281
Si	3.0867	2.4407	35.2622
Si	-0.2989	5.8285	35.3395
Si	2.3524	8.3849	35.2962
Si	5.3151	0.2135	35.3168
Si	7.7401	3.1041	35.3573
Si	5.536	5.2402	35.725
Si	8.292	7.9579	35.4482
Si	1.4326	1.3746	36.6122
Si	4.0345	3.9417	36.8509
Si	1.2955	6.8491	36.7175
Si	4.0729	9.4966	36.5392
Si	6.7826	1.409	36.6952
Si	9.4916	4.1301	36.572
Si	6.8031	6.8199	36.8376
Si	9.5066	9.5285	36.7132
Si	-0.0005	2.746	37.9178
Si	2.7606	-0.0149	38.0015
Si	-0.0408	8.1781	38.1154
Si	2.6638	5.4347	38.0302
Si	5.4386	2.652	38.178
Si	8.1587	0.0383	38.0181
Si	5.3878	8.2092	38.0379
Si	8.1954	5.4257	38.1059
Si	1.3096	4.0827	39.3709
Si	4.0716	1.2947	39.461
Si	1.3706	9.5463	39.3892
Si	4.0503	6.802	39.376
Si	6.8123	4.0707	39.4451
Si	9.5483	1.3914	39.3411
Si	6.7783	9.5658	39.3793
Si	9.5204	6.8011	39.464
Si	0.004	0.0274	40.7277
Si	2.7006	2.7258	40.7319
Si	-0.0026	5.4296	40.7828
Si	2.7063	8.1606	40.7507
Si	5.4496	-0.018	40.8067
Si	8.1902	2.7088	40.7604
Si	5.4294	5.4572	40.7507
Si	8.1356	8.1925	40.7526
Si	1.3573	1.3742	42.0984
Si	4.0728	4.0815	42.1047
Si	1.3642	6.7934	42.1226
Si	4.0768	9.5027	42.118
Si	6.8241	1.3592	42.1295
Si	9.5253	4.0752	42.1255
Si	6.7856	6.8224	42.1088
Si	9.5278	9.549	42.098
Si	0.0118	2.7241	43.4635
Si	2.722	0.0048	43.4425
Si	-0.0064	8.1626	43.457
Si	2.7323	5.4449	43.486
Si	5.4563	2.7318	43.4684
Si	8.1799	0.0066	43.4904
Si	5.4323	8.1665	43.4776
Si	8.1597	5.4541	43.4502
Si	1.3526	4.084	6.9354
Si	4.0922	1.3491	6.9162
Si	1.3833	9.5153	6.9023
Si	4.0984	6.8095	6.9523
Si	6.8177	4.1069	6.9337
Si	9.5574	1.3772	6.9374
Si	6.798	9.522	6.9322
Si	9.5098	6.8056	6.9305
Si	0.0107	-0.0423	8.2499
Si	2.7306	2.7156	8.259
Si	-0.0077	5.4529	8.2936
Si	2.7488	8.1881	8.2977
Si	5.4492	-0.0052	8.2954
Si	8.2179	2.7746	8.2817
Si	5.4776	5.4755	8.3091
Si	8.1221	8.1398	8.2942
Si	1.3954	1.2977	9.5782
Si	4.083	4.1123	9.5884
Si	1.3525	6.8383	9.6133
Si	4.1411	9.4924	9.7056
Si	6.8492	1.3922	9.5651
Si	9.5311	4.1406	9.7191
Si	6.8098	6.8098	9.757
Si	9.4972	9.5039	9.5878
Si	0.0385	2.6551	10.8968
Si	2.7539	-0.0183	10.9902
Si	-0.0646	8.1459	10.9569
Si	2.7486	5.5073	10.9423
Si	5.5258	2.7994	10.8669
Si	8.1644	0.0005	10.9235
Si	5.4796	8.1609	11.1873
Si	8.189	5.5182	11.1842
Si	1.5046	3.9499	12.1427
Si	4.2632	1.3564	12.1547
Si	1.2772	9.519	12.2584
Si	4.0323	6.7717	12.4973
Si	6.773	4.0964	12.4142
Si	9.5351	1.3372	12.2719
Si	6.9394	9.5787	12.4745
Si	9.4923	6.9939	12.5796
Si	-0.3157	-0.2934	13.6021
Si	3.0995	2.8646	13.4112
Si	-0.0036	5.8473	14.0762
Si	2.2915	7.9309	13.6238
Si	5.7361	0.3209	13.6109
Si	7.9669	2.4682	13.5999
Si	5.1624	5.1358	13.8202
Si	8.803	8.926	13.8142
Si	6.3428	0.4329	17.869
Si	7.9701	30.498	16.9324
Si	-6.4112	17.7368	19.0657
Si	-3.1251	7.9303	26.7124
Si	-1.0526	11.3552	32.6869
Si	-2.6361	13.7359	18.3813
Si	-11.6966	19.7866	19.3843
Si	-21.2719	-6.6099	25.1826
Si	-16.113	9.5526	20.3203
Si	-5.1928	-3.975	16.3137
Si	-8.3495	14.6733	32.3749
Si	3.4254	11.2904	17.5888
Si	-2.4528	5.2923	25.3091
Si	-15.6537	1.4716	23.6213
Si	-21.7543	12.032	25.0018
Si	-6.758	20.272	15.564
Si	2.809	-2.4565	29.7513
Si	-17.3736	13.8408	21.7928
Si	-20.1522	9.3509	24.3593
Si	1.2189	12.4031	15.5971
Si	-18.6866	20.8099	21.9285
Si	-15.3321	15.4963	20.2252
Si	-20.0313	7.4944	20.361
Si	4.3762	5.4152	23.6189
Si	-11.4991	12.0096	20.1292
Si	0.812	6.3199	29.7991
Si	-25.3602	5.9938	22.6728
Si	-20.2228	6.5472	23.2218
Si	-1.0348	14.5931	15.8925
Si	-13.4673	41.3888	21.8808
Si	11.8948	1.0273	27.8051
Si	-3.6916	-4.2865	29.2892
Si	-0.0415	15.9206	32.3941
Si	7.1327	9.7136	33.1273
Si	0.3241	10.319	30.283
Si	-16.0328	23.6709	27.9839
Si	-2.2976	13.9466	32.3989
Si	-15.9057	32.1477	26.0891
Si	9.568	-2.6431	28.9864
Si	5.9119	14.7099	25.6167
Si	-7.9346	9.6501	26.974
Si	-16.393	8.0611	31.2716
Si	6.8645	14.5902	29.9124
Si	-1.9955	11.4896	22.8843
Si	3.9837	14.1703	29.71
Si	1.718	15.002	27.9463
Si	-18.0007	28.2663	33.3781
Si	2.3537	23.109	20.3349
O	-1.5569	4.4905	32.4523
O	4.6066	6.6083	17.4661
O	8.4414	10.5444	32.7013
O	4.1891	1.3047	34.859
O	-6.3674	5.8867	34.6515
O	-18.6494	8.6195	28.1877
O	0.6239	13.5606	24.8169
O	1.2686	9.5404	34.8567
O	6.0577	-0.2746	33.9431
O	10.3928	0.5841	34.1976
O	6.998	2.509	28.8163
O	0.3807	5.4999	33.8882
O	9.414	6.8907	34.9406
O	-4.7251	11.3574	27.3564
O	7.5626	8.4963	34.0988
O	-11.9046	9.5653	29.8197
O	11.3883	-17.2611	13.3185
O	-16.0314	3.4041	21.0323
O	-21.7486	-14.4025	28.8597
O	-7.9718	6.7802	19.4908
O	1.2569	6.8567	14.3301
O	-0.6193	5.2316	15.4686
O	-18.628	6.4716	23.605
O	4.8045	10.6615	14.8412
O	0.3034	11.1768	15.0344
O	-10.0982	4.9255	28.9926
O	1.3082	6.5113	21.6
O	-6.0945	12.5523	22.7067
O	-1.6593	2.119	19.4336
O	-3.4034	27.1532	21.1949
O	-5.1775	16.9877	22.9941
O	8.6056	-2.1349	15.4426
O	-12.7726	19.4866	27.5157
O	-11.9076	15.5151	25.6444
O	-5.7811	19.1792	19.469
O	3.8793	15.0507	22.7224
O	-15.7265	21.6981	19.3805
O	11.4503	18.8937	19.3485
O	4.0572	25.7436	14.1869
O	13.1359	1.9946	14.4731
O	-2.1093	3.1254	14.8386
O	-15.8167	6.998	30.2165
O	-20.9666	-0.1171	24.3082
O	2.7947	19.7828	14.8318
O	-19.4223	8.798	21.0608
O	3.0978	5.3049	32.516
O	-13.6757	-16.693	23.7386
O	5.306	5.6507	19.7587
O	-20.1278	20.3191	30.2117
O	0.451	22.4423	29.2656
O	-8.9426	9.0073	25.8968
O	4.4695	23.6527	29.0149
O	5.7955	16.5831	15.2416
O	-14.9053	7.0782	27.7732
O	-14.5203	-6.3338	26.1444
O	-8.7225	1.0684	16.8306
O	-5.574	14.9939	30.0896
O	-7.9067	-1.2815	23.5028
O	-4.041	12.2863	14.19
O	1.5168	15.5342	26.4189
O	-26.3228	24.6481	24.3859
O	-16.8649	1.0406	17.355
O	-2.9029	7.4391	22.7669
O	-30.316	11.0652	27.4785
O	-7.8433	0.4619	19.153
O	-3.8964	-0.8612	17.0999
O	-3.9954	9.1179	26.0519
O	-10.9454	11.7084	26.5935
O	-18.5132	2.6122	20.7032
O	-27.7467	18.1105	32.5449
O	-7.2371	9.7619	17.0681
O	-8.5963	0.406	21.6492
O	-23.535	8.6653	18.0763
O	7.0998	7.3383	17.0135
O	-1.4826	19.2752	20.756
O	-6.2696	20.8859	21.4562
O	-14.3923	-9.2375	17.7263
O	-3.8937	20.0459	21.0918
O	-1.7646	14.5759	17.3217
O	-14.508	14.8384	19.0214
O	-9.9348	7.9826	23.7564
O	-5.6774	-2.6885	15.4655
O	-13.4094	17.7685	25.6406
O	-5.5779	13.8008	26.7968
O	-1.0113	33.7244	21.6926
O	-8.571	28.6792	30.0011
O	-10.0335	16.1393	23.9224
O	-8.16	18.5005	33.8986
O	-6.5203	31.6238	26.2537
O	2.6898	13.9404	33.8041
O	-13.2971	18.3002	29.8195
O	-4.425	30.9278	31.7682
O	-1.4426	12.0193	24.3109
O	-4.9143	22.0491	24.6874
O	-2.0666	9.8754	22.8835
O	1.3179	2.5784	27.8983
O	-7.6799	13.9089	31.1089
O	0.2624	2.743	16.0153
O	-0.5751	10.5117	19.4832
O	0.1016	17.0624	31.2535
O	0.969	14.7258	32.006
O	-18.5768	15.059	28.5991
O	-12.1686	1.8919	31.9645
O	0.1242	21.5657	31.8294
O	6.6227	15.1399	35.008
O	-14.3773	14.0739	31.3368
O	8.0941	13.4639	33.8591
O	-3.486	1.1918	22.6752
O	7.5926	15.9269	29.387
O	-6.1032	15.7674	25.1031
O	-6.7675	8.7992	30.6029
O	0.8575	23.5533	19.946
H	0.8278	3.5517	44.396
H	-0.8087	1.9009	44.396
H	3.5516	0.8188	44.3749
H	1.912	-0.8286	44.3749
H	-0.8326	7.3453	44.3894
H	0.8264	8.9732	44.3894
H	3.5545	6.2663	44.4184
H	1.9049	4.6287	44.4184
H	6.274	3.5577	44.4008
H	4.6401	1.9045	44.4008
H	9.0037	0.8263	44.4228
H	7.3553	-0.8124	44.4228
H	6.2572	8.9852	44.41
H	4.6176	7.3377	44.41
H	7.3395	4.6307	44.3827
H	8.9811	6.2763	44.3827
H	2.18	4.9001	6.0029
H	0.5366	3.2564	6.0029
H	4.9085	2.1765	5.9837
H	3.2626	0.5352	5.9837
H	0.5505	8.7047	5.9699
H	2.1933	10.3488	5.9699
H	4.9131	7.6383	6.0199
H	3.2761	5.9882	6.0199
H	7.6379	4.9303	6.0012
H	6.0001	3.281	6.0012
H	10.3779	2.2004	6.0049
H	8.7336	0.5575	6.0049
H	5.9732	8.7033	5.9998
H	7.6226	10.3411	5.9998
H	8.6884	5.9833	5.998
H	10.336	7.6229	5.998

Results
free energy: -161613.030 eV
free energy less fixed offsets of H -15.71, O -570.45, Si -639.56 eV per atom: -6.790 eV

Forces (eV/angstrom), in the order of the atoms: element, x, y, z
Si	0.0036	-0.0058	0.0268
Si	0.0037	-0.0066	0.0353
Si	-0.0074	0.0026	0.0328
Si	0.0012	0.0051	0.0375
Si	-0.0061	0.0022	0.0325
Si	-0.0007	0.0073	0.0326
Si	0.007	0.0027	0.0183
Si	0.0023	-0.0059	0.0273
Si	-0.0018	-0.0021	0.0006
Si	0.0037	0.0029	-0.0095
Si	-0.0008	0.0006	0.0002
Si	0.0016	-0.0009	-0.0046
Si	-0.0009	-0.0014	0.003
Si	0.0004	-0.0005	-0.0109
Si	-0.0028	-0.0021	-0.0148
Si	0.0011	0.0033	-0.0011
Si	-0.002	0.0028	-0.0057
Si	0.0006	0.0004	-0.0091
Si	-0.0009	-0.0031	-0.0088
Si	0.0019	-0.0006	-0.0087
Si	-0.003	0.0039	-0.0128
Si	-0.002	-0.0003	-0.006
Si	0.0036	-0.0028	-0.0111
Si	-0.0019	0.0056	-0.0092
Si	-0.0013	0.0045	0.0056
Si	0.0007	-0.0022	0.0054
Si	0.0025	-0.0005	0.0059
Si	0.0028	0.005	0.0036
Si	0.0032	0.0032	0.0051
Si	-0.004	-0.0003	0.0074
Si	-0.0076	-0.0036	0.0023
Si	-0.0004	-0.007	-0.0006
Si	-0.0022	0.0022	0.0261
Si	0.004	0.0079	0.0245
Si	-0.0172	0.0152	0.0178
Si	0.0107	-0.0128	0.0158
Si	0.0112	-0.0107	0.0223
Si	-0.0125	0.0086	0.0171
Si	-0.0005	0.006	0.0154
Si	0.0067	-0.0015	0.0162
Si	-0.0159	-0.021	0.1881
Si	0.0123	0.0076	0.1853
Si	0.0136	0.0082	0.1825
Si	-0.0104	0.0126	0.1776
Si	-0.0057	-0.0014	0.1814
Si	0.0139	0.0094	0.1735
Si	-0.0001	-0.0054	0.1728
Si	-0.0172	-0.0268	0.1862
Si	-0.0674	0.0216	0.4011
Si	0.0002	-0.0512	0.3266
Si	0.0164	0.0456	0.2321
Si	-0.0406	-0.011	0.2444
Si	-0.0402	-0.0164	0.2178
Si	0.0102	-0.0204	0.2764
Si	0.0063	-0.0665	0.4065
Si	-0.0322	-0.0167	0.3213
Si	-0.0356	-0.0235	-0.2972
Si	-0.0212	0.004	-0.2698
Si	0.0337	0.0085	-0.3409
Si	0.059	0.0965	-0.2877
Si	0.115	0.0425	-0.2401
Si	0.0666	0.0758	-0.3292
Si	-0.0499	-0.0459	-0.3032
Si	-0.0259	-0.0595	-0.2069
Si	-0.0071	0.007	-0.1869
Si	0.0085	0.0055	-0.1678
Si	0.0002	0.0081	-0.1818
Si	0.006	-0.0046	-0.1748
Si	-0.0034	0.0036	-0.1841
Si	0.0012	0.0081	-0.176
Si	0.0106	0.0095	-0.1863
Si	0.0013	-0.0004	-0.1845
Si	0.0016	0.0064	-0.0162
Si	-0.0099	-0.0115	-0.0153
Si	0.0082	0.0006	-0.0121
Si	-0.0122	0.0066	-0.0274
Si	0.0077	-0.0003	-0.016
Si	0.0033	-0.019	-0.022
Si	-0.0051	0.0066	-0.0351
Si	0.0051	0	-0.0207
Si	0.0026	-0.0047	-0.0159
Si	-0.0044	0.009	-0.0185
Si	0.0074	0.0052	-0.0003
Si	0.0013	-0.0031	0.0008
Si	-0.0043	-0.0069	-0.0053
Si	-0.0015	0.0084	-0.0039
Si	-0.0021	0.0013	-0.0121
Si	0.0024	-0.0062	-0.0151
Si	0.0124	-0.004	0.0172
Si	0.0021	0.0112	0.019
Si	-0.0074	-0.0079	0.0165
Si	-0.0091	-0.0028	0.0062
Si	-0.0046	-0.0057	0.0086
Si	-0.0056	-0.003	0.0135
Si	0.0085	0.0049	0.0034
Si	0.0074	0.0067	-0.002
Si	0.0139	0.0141	0.0137
Si	-0.0046	-0.0096	0.0088
Si	-0.0007	-0.0087	0.0246
Si	0.004	0.0078	0.015
Si	-0.0054	-0.0023	0.0134
Si	0.0094	0.0024	0.0165
Si	0.0038	0.0034	0.0216
Si	-0.0089	-0.0083	0.0301
Si	0.0002	0.003	0.0498
Si	0.0038	0.0062	0.0767
Si	-0.0053	-0.0006	0.0796
Si	0.0019	0.0012	0.0557
Si	-0.0085	0.0042	0.056
Si	-0.0076	-0.0032	0.058
Si	0.0137	-0.0015	0.0558
Si	0.0056	-0.0027	0.047
Si	0.0021	-0.0043	0.0547
Si	-0.0074	0.0077	0.0601
Si	-0.0026	0.0038	0.0578
Si	0.004	0.006	0.0621
Si	0.0036	0.0096	0.0492
Si	0.0037	-0.003	0.0633
Si	0.0102	0.0051	0.0431
Si	0.0059	-0.0031	0.05
Si	0.0017	-0.0037	0.0453
Si	0.0009	0.0016	0.0504
Si	-0.0044	0.0028	0.0601
Si	0.0092	0.0047	0.0522
Si	-0.004	-0.0023	0.0597
Si	0.0013	-0.0009	0.0554
Si	-0.0022	-0.0025	0.0567
Si	0.0031	-0.0007	0.0524
Si	0.0026	-0.0039	0.0524
Si	-0.0041	0.0007	0.056
Si	0.0015	-0.0088	0.0557
Si	-0.0016	-0.0071	0.0312
Si	-0.0065	-0.0069	0.0588
Si	0	-0.0021	0.0511
Si	0.0014	0.0022	0.0564
Si	-0.0069	-0.0029	0.0451
Si	0.0006	-0.0035	0.0558
Si	-0.0015	0.0004	0.0533
Si	-0.0034	-0.0036	0.0562
Si	0.0004	0.0071	0.0566
Si	0.0084	-0.0068	0.0572
Si	-0.0008	-0.0064	0.0548
Si	0.0083	0.0002	0.0405
Si	0	-0.0088	0.0585
Si	0.0025	-0.0022	0.0582
Si	0.0058	0.0034	0.0575
Si	0.0067	-0.0034	0.0487
Si	-0.0062	0.0105	0.0564
Si	-0.006	0.0039	0.0589
Si	0.0053	0.005	0.0568
Si	-0.003	0.0008	0.0547
Si	0.0004	0.0099	0.0518
O	-0.0016	0.0005	-0.0177
O	0.0139	-0.0005	-0.0427
O	0.0064	0.0035	-0.0174
O	-0.0029	0.0038	-0.0142
O	-0.0127	0.0095	-0.0337
O	0.0026	0.0116	-0.0415
O	0.0004	-0.0046	-0.0198
O	-0.0017	-0.0002	-0.0073
O	0.0102	-0.0076	-0.0297
O	-0.0097	0.0061	-0.0351
O	-0.0067	-0.0138	-0.0272
O	0.0029	-0.0063	-0.0399
O	0.003	-0.0008	-0.0082
O	0.0012	-0.0111	-0.0256
O	-0.0084	0.0111	-0.0252
O	-0.0058	-0.0078	-0.0222
O	-0.0009	-0.0016	-0.0179
O	0.0102	0.0068	-0.026
O	-0.0042	0.004	-0.0089
O	0.014	-0.0037	-0.0227
O	-0.0004	0.004	-0.0148
O	0.0063	0.0152	-0.0308
O	-0.0001	0.0007	-0.015
O	0.0125	0.0101	-0.0306
O	-0.0117	-0.0137	-0.0312
O	0.0043	-0.013	-0.0246
O	0.0006	0.0082	-0.0483
O	-0.0108	0.0055	-0.0296
O	-0.0103	0.0103	-0.0301
O	-0.0057	-0.0107	-0.0333
O	0.0074	0.0018	-0.0195
O	0.0099	0.0015	-0.0609
O	-0.0111	-0.0004	-0.0312
O	-0.0003	0.0003	-0.0211
O	-0.0013	-0.0077	-0.0217
O	0.0001	-0.0122	-0.0242
O	0.0061	0.013	-0.0406
O	-0.0092	0.0063	-0.0185
O	0.0026	0.0031	-0.0153
O	0.0109	0.011	-0.0249
O	-0.0137	-0.0085	-0.0327
O	0.0105	-0.0075	-0.0225
O	0.0021	-0.0067	-0.0186
O	-0.0095	-0.0111	-0.0265
O	-0.003	-0.0066	-0.025
O	-0.0033	-0.0069	-0.0232
O	-0.0098	0.0054	-0.0361
O	-0.0074	0.0114	-0.0244
O	0.0028	-0.001	-0.0108
O	0.0062	0.0088	-0.0302
O	-0.008	-0.0021	-0.0369
O	0.0081	-0.0065	-0.022
O	-0.0054	-0.0149	-0.0426
O	0.0034	0.0081	-0.0336
O	0.0009	0.0005	-0.0136
O	-0.0187	0.0076	-0.0402
O	-0.0008	-0.0032	-0.0219
O	0.0111	0.0027	-0.0311
O	0.0002	0.001	-0.0133
O	-0.01	0.0009	-0.0393
O	0.0001	-0.0112	-0.0339
O	-0.0046	-0.0007	-0.0285
O	0.002	0.0106	-0.0198
O	0.0034	-0.006	-0.0188
O	0.0103	-0.0118	-0.0458
O	0.0079	-0.0121	-0.0288
O	-0.0041	0.0073	-0.0211
O	-0.0081	0.0011	-0.0429
O	-0.0104	-0.0089	-0.0231
O	0.0089	0.0093	-0.0325
O	0.002	-0.0083	-0.0289
O	-0.0025	0.0069	-0.026
O	-0.0189	-0.0025	-0.0395
O	-0.0035	-0.0028	-0.0284
O	0.0101	0.0017	-0.0342
O	0.0112	-0.0023	-0.0265
O	-0.003	-0.006	-0.0258
O	-0.0134	0.0044	-0.025
O	0.0165	0.0086	-0.0429
O	0.0117	-0.012	-0.0239
O	0.0034	-0.0076	-0.0194
O	-0.0076	0.0041	-0.0219
O	0.0037	-0.0143	-0.0203
O	0.0029	0.013	-0.0348
O	0.0108	0.003	-0.0398
O	-0.0006	0.0039	-0.0209
O	0.0078	0.0159	-0.021
O	0.0084	-0.0101	-0.026
O	0.0059	0.0026	-0.0205
O	-0.004	0.0121	-0.0368
O	0.0007	0.0031	-0.0225
O	-0.0102	-0.0101	-0.0276
O	-0.0103	-0.0053	-0.0313
O	0.0039	0.0157	-0.0359
O	-0.0013	-0.0086	-0.025
O	-0.003	-0.0034	-0.021
O	0.0121	-0.0053	-0.039
O	0.0025	-0.0026	-0.0169
O	0.0003	-0.0061	-0.0156
O	0.006	0.0109	-0.0328
O	0.0012	0.0004	-0.0157
O	-0.0085	0.0023	-0.0203
O	-0.0001	0.0017	-0.0089
O	0.0102	-0.0077	-0.0307
O	0.0036	-0.0043	-0.0139
O	-0.0156	0.008	-0.0334
O	0.0047	-0.0008	-0.0373
O	0.008	-0.0027	-0.025
O	-0.0001	0.0074	-0.0179
O	-0.0067	0.0086	-0.023
O	-0.0165	0.0021	-0.0187
O	-0.0009	0.0009	-0.0158
H	-0.2873	-0.3163	-0.2764
H	0.3207	0.2959	-0.2611
H	-0.2955	-0.2765	-0.2773
H	0.2507	0.3304	-0.2551
H	0.2879	0.3327	-0.2698
H	-0.3009	-0.2672	-0.2602
H	-0.2919	-0.3295	-0.2828
H	0.3051	0.2964	-0.266
H	-0.3337	-0.2875	-0.2694
H	0.2838	0.2855	-0.2619
H	-0.3022	-0.3086	-0.2641
H	0.2983	0.2493	-0.2785
H	-0.2863	-0.2565	-0.2845
H	0.336	0.3174	-0.2481
H	0.2947	0.3368	-0.2576
H	-0.3134	-0.3041	-0.2694
H	-0.2996	-0.2335	0.2704
H	0.3256	0.3595	0.2431
H	-0.2067	-0.3258	0.269
H	0.3135	0.3106	0.2667
H	0.3723	0.1715	0.2589
H	-0.3191	-0.3065	0.2492
H	-0.3508	-0.305	0.2335
H	0.3055	0.2255	0.2912
H	-0.3633	-0.3384	0.2245
H	0.228	0.2776	0.3079
H	-0.2928	-0.4135	0.2185
H	0.1748	0.3058	0.2826
H	0.2995	0.3599	0.2265
H	-0.2128	-0.2723	0.2872
H	0.372	0.3142	0.2418
H	-0.3112	-0.2105	0.3019

The program warned: the cutoff lies below the one the program advises for these potential files; the forces do not sum to zero within the program's tolerance; empty levels may hold ghost states of the PAW files; the exchange-correlation potential is rough where the density is thin.
